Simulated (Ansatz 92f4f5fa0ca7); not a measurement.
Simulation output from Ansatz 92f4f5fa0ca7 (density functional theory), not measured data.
Periodic cell of 226 atoms, Si133O92B1, from a study of silicon, its oxide and their interface. The atomic structure is a simulated model.
Doubt: the cutoff is far below the 930 eV that the study's wrapper takes by default for these files, so forces and energies are approximate.
This geometry differs little from another in the collection (a relaxation step or a small displacement).

Settings: functional PBE; potential files Ansatz PAW; basis plane waves; wave-function cutoff 580 eV; density cutoff ratio 5; exchange-correlation grid ratio 1; k mesh 1 x 1 x 1, Gamma-centred; self-consistency stop 5e-08 eV per atom in the density residual; occupations fixed; spin none; net charge -1 e, with a uniform compensating background and no finite-size correction.

Cell vectors (angstrom)
a  10.938  0  0
b  0  10.938  0
c  0  0  31.9494

Atoms and the computed forces on them: element, x, y, z (angstrom), force x, y, z (eV/angstrom)
Si  10.6239  0.0006  24.4359  0.004  -0.0225  -0.0612
Si  5.0743  0.1273  24.6832  0.0134  -0.0183  -0.0525
Si  2.818  2.2929  24.5488  -0.0165  0.0113  -0.0564
Si  8.5653  2.432  24.5816  -0.0096  0.0191  -0.0525
Si  10.7022  5.5857  24.3551  0.0198  -0.012  -0.0583
Si  5.153  5.6127  24.468  0.0179  -0.0148  -0.0551
Si  2.9843  7.9495  24.4238  -0.0113  0.0183  -0.0632
Si  8.4129  7.8284  24.4349  -0.0102  0.0227  -0.0628
Si  1.2899  1.1306  25.8575  -0.0084  0.0021  -0.0022
Si  6.8133  1.3267  25.7663  -0.0055  0.0007  0.0118
Si  3.9815  4.01  25.7495  -0.0004  -0.005  0.0133
Si  9.6832  4.0188  25.8692  -0.0062  0.0031  0.0011
Si  1.3343  6.7923  25.6883  -0.0047  -0.0023  0.016
Si  6.7999  6.7205  25.7687  -0.0001  -0.0029  0.0048
Si  3.9998  9.4656  25.9707  0.002  -0.0056  -0.0032
Si  9.4799  9.4387  25.817  -0.001  -0.002  0.0129
Si  2.6344  -0.1346  27.3071  0.0096  0.0071  -0.0042
Si  8.1405  -0.0718  27.1726  0.0152  0.0079  0.0036
Si  0.0739  2.6514  27.2323  -0.0044  -0.0039  -0.0004
Si  5.4459  2.7216  27.1381  -0.0044  -0.0034  0.0092
Si  2.6646  5.414  27.132  0.0064  0.0122  0.0082
Si  8.1876  5.3667  27.1543  0.0045  0.0016  0.0099
Si  0.0062  8.1512  27.1536  0.0064  -0.0006  0.0061
Si  5.5091  8.1406  27.2021  -0.0018  -0.0005  0.0027
Si  4.0797  1.3229  28.5256  0.0161  0.0187  -0.008
Si  9.5481  1.3144  28.5379  -0.0087  -0.0183  -0.0102
Si  1.3841  4.0618  28.5871  0.0295  -0.0027  0.0235
Si  6.8064  4.0615  28.5518  -0.0043  -0.0039  0.0046
Si  4.0822  6.7773  28.5147  -0.0088  -0.0258  -0.0159
Si  9.5536  6.7771  28.508  0.012  -0.0059  -0.0213
Si  1.2933  9.4819  28.6468  -0.0317  -0.0329  0.0586
Si  6.8221  9.5298  28.5908  0.0112  -0.0034  0.0241
Si  -0.036  -0.0224  29.9682  0.0077  -0.0139  -0.0108
Si  5.4515  -0.0138  29.9254  -0.0001  -0.0103  -0.006
Si  2.7628  2.7095  29.9346  -0.0105  0.0222  0.0013
Si  8.1845  2.6986  29.9044  -0.0098  0.0112  -0.0035
Si  -0.0191  5.4363  29.9141  -0.0067  -0.002  -0.0016
Si  5.4569  5.4525  29.9213  0.007  -0.0046  0.0021
Si  2.739  8.1441  29.9334  -0.0208  0.0253  -0.011
Si  8.2214  8.1629  29.9167  -0.0152  0.0157  0.0069
Si  1.3693  1.3705  31.3097  0.0021  -0.0046  -0.0094
Si  6.8228  1.3636  31.2937  0.0111  -0.0004  0.006
Si  4.1182  4.0806  31.303  -0.0063  -0.004  -0.0008
Si  9.5461  4.0808  31.2808  0.0001  0.0007  -0.0078
Si  1.3559  6.8082  31.2917  0.0068  -0.0048  0.0028
Si  6.8278  6.8382  31.3001  -0.001  0.001  -0.0107
Si  4.0869  9.56  31.2922  0.004  -0.0014  -0.0034
Si  9.5487  9.543  31.3179  0.0046  0.0031  -0.0036
Si  2.7658  0.0212  0.7309  -0.0017  0.0044  0.0041
Si  8.2022  0.0114  0.7084  -0.0097  -0.0076  0.008
Si  -0.0133  2.748  0.7243  -0.0075  0.0036  0.0062
Si  5.486  2.748  0.7414  -0.0049  0.0021  0.0032
Si  2.7406  5.4634  0.6976  -0.0012  -0.0002  0.002
Si  8.2025  5.4657  0.7147  -0.0004  -0.0091  0.0077
Si  0.0226  8.2103  0.7277  -0.0108  0.0025  -0.0079
Si  5.4844  8.2484  0.7328  0.0044  0.0091  0.0066
Si  4.1536  1.3714  2.1353  0.0057  0.0026  0.0009
Si  9.5552  1.3821  2.0946  -0.0286  -0.026  0.0052
Si  1.3585  4.1405  2.0733  0.0254  -0.0083  0.0034
Si  6.8642  4.1058  2.1137  -0.0051  -0.0158  0.0046
Si  4.0966  6.8603  2.054  -0.0005  -0.0177  0.0077
Si  9.5779  6.8452  2.078  -0.0089  0.0062  0.0032
Si  1.3776  9.6213  2.0864  0.017  -0.0057  0.0053
Si  6.8174  9.6745  2.1157  0.0387  0.0084  0.0082
Si  0.0171  0.0478  3.4772  -0.0129  -0.0018  0.0274
Si  5.6404  0.1981  3.6088  0.1816  0.1813  0.1742
Si  2.7306  2.774  3.4125  -0.0018  -0.002  -0.008
Si  8.1023  2.6223  3.503  0.0426  0.0682  0.1005
Si  0.0081  5.4986  3.4744  0.006  0.0179  0.0587
Si  5.4744  5.5214  3.4277  -0.0181  -0.0142  0.0074
Si  2.7682  8.2673  3.4194  0.0001  0.0282  0.0122
Si  8.2435  8.2996  3.3894  0.0083  0.0491  -0.0254
Si  1.3778  1.4633  4.8468  -0.0062  0.0036  -0.0057
B  6.9425  1.4983  4.7584  -0.289  -0.2337  -0.4317
Si  4.1203  4.102  4.7712  0.0004  0.0305  -0.0359
Si  9.5612  4.0363  4.758  0.0036  0.003  -0.021
Si  1.3642  6.9758  4.829  -0.0134  -0.0204  -0.0445
Si  6.8463  6.9882  4.7199  -0.0209  0.0091  0.0184
Si  4.1538  9.6325  4.7924  -0.0077  -0.0175  -0.001
Si  9.5614  9.6437  4.8508  -0.0002  -0.0045  -0.0539
Si  2.7603  0.0499  6.1451  0.0135  -0.0053  -0.027
Si  8.1409  0.2794  5.9317  0.1204  -0.0659  0.1551
Si  0.0111  2.8103  6.2999  -0.0056  0.0047  -0.0169
Si  5.6892  2.6887  5.9012  -0.0406  0.0697  0.0919
Si  2.762  5.5737  6.1071  0.0249  0.0029  0.0296
Si  8.2579  5.5895  5.9393  0.0177  -0.029  -0.0327
Si  0.0168  8.3251  6.3357  0.0086  0.0164  0.0047
Si  5.5237  8.3055  6.2213  -0.019  -0.008  -0.0036
Si  4.4701  1.2064  7.2656  0.0596  0.0085  0.0245
Si  9.748  1.1473  7.5354  -0.037  -0.0145  0.0833
Si  1.1762  4.5199  7.4889  0.0262  -0.0286  0.0506
Si  6.634  4.4781  7.1636  -0.0185  -0.0485  0.0816
Si  4.3346  6.6855  7.4974  -0.0813  0.0621  0.0067
Si  9.725  6.6225  7.4673  -0.0204  0.004  0.0886
Si  1.2459  9.9468  7.6612  0.013  -0.0191  0.088
Si  6.7375  10.012  7.3564  0.0012  0.0361  0.031
O  9.5791  1.2353  23.9876  0.0079  0.0033  0.0154
O  4.1003  6.7994  23.9488  -0.0011  0.0068  0.0146
O  4.0098  1.2406  24.0429  -0.0021  0.0009  0.015
O  9.5316  6.6984  23.9024  -0.0036  0.0025  0.0144
O  -0.0206  5.572  8.0042  -0.0129  0.0112  -0.0264
O  5.5551  0.1148  7.9179  -0.0159  -0.0196  -0.0133
O  0.0065  0.0747  8.0863  -0.0191  0.0065  -0.0541
O  5.4894  5.5257  7.7927  0.0592  -0.0459  -0.014
O  7.5659  3.9736  8.4244  -0.0325  0.0354  -0.0831
O  8.724  7.0669  8.7368  0.0343  -0.0341  -0.0612
O  2.1451  9.4399  9.0142  -0.0444  0.037  -0.0645
O  8.8679  1.6774  8.8823  0.0409  -0.0384  -0.0648
O  7.6774  9.5275  8.6446  -0.0254  0.0319  -0.0852
O  3.6858  1.9309  8.5205  0.0405  -0.0484  -0.0908
O  3.6114  7.2199  8.9227  0.0271  -0.0316  -0.0618
O  2.0639  4.0536  8.8229  -0.0402  0.0262  -0.0511
O  8.1355  3.4778  23.3628  0.0263  -0.024  0.0437
O  0.4442  4.9268  22.9631  -0.0259  0.0367  0.0478
O  1.9033  2.7358  23.2452  0.0364  -0.0226  0.0536
O  5.8282  4.9056  23.127  -0.0361  0.0346  0.0491
O  5.5229  10.0068  23.5018  -0.022  0.0216  0.0401
O  2.4406  8.6842  23.0288  0.0329  -0.0321  0.054
O  0.1878  10.0691  23.0898  -0.0354  0.036  0.0603
O  7.7787  8.5731  23.0845  0.0322  -0.0358  0.0444
Si  8.6579  7.701  18.4388  0.0005  -0.0006  0.0079
Si  8.7925  6.3546  13.6143  0.0035  -0.0003  -0.0002
Si  3.797  1.5465  14.7042  0.0027  -0.004  0.0075
Si  2.1366  5.744  17.6221  0.0075  0.0031  0.0049
Si  2.4142  3.1424  19.4984  0.0138  -0.005  -0.0108
Si  9.8158  9.0281  12.055  0.008  0.0078  0.0332
Si  1.3285  9.4174  22.0904  0.0017  0.0013  -0.0739
Si  9.1774  0.9658  13.1843  0.0022  -0.0036  0.0031
Si  1.4226  5.0469  13.0059  -0.0059  0.0051  0.0002
Si  1.7955  8.245  12.7846  -0.0161  0.0023  0.0339
Si  6.6508  9.5578  22.4376  -0.013  0.0122  -0.0529
Si  4.5277  4.6071  15.6893  -0.0013  -0.0088  0.0118
Si  8.1972  3.0162  9.542  0.0121  0.0226  0.0887
Si  0.8417  8.2456  19.2647  -0.0018  -0.0126  -0.0179
Si  6.953  1.3491  21.0908  -0.0038  -0.0009  -0.0161
Si  8.2353  8.3534  9.618  0.0075  0.0058  0.0997
Si  10.8965  5.1962  15.5909  -0.0021  -0.0013  0.0117
Si  7.5711  9.4966  16.3022  0.0024  0.0051  0.0079
Si  9.9327  2.0582  20.2957  -0.0022  -0.0043  -0.0149
Si  3.2039  8.5062  9.8727  0.0198  -0.0019  0.1027
Si  6.6929  3.3576  17.4053  0.0014  -0.0033  -0.0023
Si  1.1665  0.2058  19.808  -0.0037  0.0054  -0.0043
Si  3.2541  2.8183  12.2586  -0.01  0.0087  0.0338
Si  7.2148  5.3988  19.6916  -0.0049  0.0106  -0.0153
Si  5.7443  8.6897  11.5091  -0.004  0.0064  0.0375
Si  5.8002  6.0889  13.19  -0.001  0.0012  0.0164
Si  4.6379  9.7106  17.6115  0.0012  0.0025  -0.0006
Si  1.0195  3.5956  22.1878  -0.0031  -0.0173  -0.0684
Si  4.8994  1.4864  18.8002  -0.0085  0.001  -0.0007
Si  3.2228  3.1306  9.4814  -0.0026  0.0199  0.0894
Si  6.4534  10.822  13.7746  0.0043  0.0067  0.0149
Si  10.3549  0.1171  15.9561  -0.0007  -0.0065  0.0103
Si  5.6798  3.6739  11.1482  -0.0023  0.0132  0.0382
Si  9.8329  3.8934  11.8745  0.0176  0.0039  0.0386
Si  2.3486  9.9241  15.5171  -0.0011  0.0075  0.0146
Si  6.0769  8.1331  19.8007  0.0037  -0.0105  -0.0144
Si  6.9315  3.97  22.3871  0.009  -0.0105  -0.0576
Si  9.7563  2.7759  17.3604  -0.0045  -0.0031  -0.0083
O  7.2066  6.3852  13.9789  -0.0067  -0.0009  0.0003
O  1.8806  7.0556  18.6737  -0.0061  0.0109  -0.0024
O  10.2967  4.0267  16.512  0.0006  0.0021  -0.0022
O  6.173  9.9618  17.0465  -0.003  0.001  -0.0008
O  10.1562  0.7136  14.459  -0.009  0.0064  -0.0133
O  8.4447  6.1211  18.8646  -0.0047  -0.0061  -0.0035
O  5.1765  0.6905  14.4243  0.0061  -0.0025  -0.0008
O  5.7175  2.0638  17.5221  -0.004  -0.0028  0.0022
O  8.3467  1.942  20.5402  -0.0117  -0.0033  -0.0014
O  1.9974  4.298  18.4047  -0.0022  -0.0151  0.0058
O  6.9701  2.8077  10.6343  0.0248  -0.0051  -0.0192
O  4.891  2.7248  12.2218  0.0159  0.0077  -0.0136
O  6.0277  4.397  16.3375  -0.0023  0.0006  -0.0003
O  4.5646  3.9789  9.9679  -0.0262  -0.006  -0.0251
O  10.6898  2.772  21.5528  0.0204  0.0187  0.0199
O  9.7325  6.153  14.952  -0.0091  0.0041  -0.008
O  6.008  6.4963  19.8425  -0.0004  -0.0006  -0.0063
O  4.0859  0.1751  18.27  -0.0003  0.0052  -0.0043
O  9.259  10.5483  12.2752  0.0004  -0.02  0.0002
O  2.8541  4.3566  12.6803  0.0096  -0.0135  0.0044
O  1.9102  10.6977  21.213  0.0008  -0.0196  0.0231
O  3.993  2.7199  19.3893  -0.0057  0.0035  -0.0077
O  0.7369  10.0444  15.949  0.0016  -0.0012  -0.0001
O  1.2771  9.8023  18.8358  0.0001  0.0044  0.0033
O  1.714  1.6613  19.2779  -0.004  -0.003  -0.0062
O  8.9462  10.3821  16.4783  0.001  0.0016  -0.0031
O  4.877  8.5906  18.7845  0.0078  -0.0062  0.0049
O  9.5761  8.7663  10.4679  -0.0316  -0.0165  -0.0495
O  6.7405  4.0988  18.8522  0.0031  0.0097  0.0065
O  2.8522  1.7249  13.3744  -0.0007  0.0118  -0.0113
O  5.8299  8.7812  21.2636  0.011  0.022  0.0364
O  2.5853  2.4389  10.8318  0.0024  0.013  -0.0507
O  7.6092  4.8495  21.1766  -0.0071  -0.0229  0.0356
O  5.2352  7.4933  12.5369  0.0012  0.0187  -0.0096
O  0.4325  9.0646  12.4861  -0.0063  -0.0006  0.0035
O  7.5886  1.0575  13.5785  0.003  0.0024  0.0042
O  7.1042  9.6312  14.7342  -0.0059  0.005  -0.0107
O  8.9772  5.0254  12.6827  0.0043  -0.0177  -0.0053
O  8.092  8.0363  16.909  0.0037  -0.0051  0.0053
O  6.2128  2.5741  21.8934  0.0016  0.0218  0.0096
O  2.4586  9.0609  14.0889  -0.0019  -0.0164  -0.0202
O  0.419  4.4814  11.8519  -0.0128  -0.0062  -0.0002
O  0.8141  8.3156  20.9344  0.0071  0.0165  0.0362
O  9.3814  3.8208  10.3248  -0.0277  -0.0159  -0.0431
O  9.6574  2.3837  12.5196  -0.0009  0.0202  -0.0038
O  7.6227  8.5693  19.3899  -0.0109  0.0022  -0.0038
O  2.5459  8.1479  11.3403  0.0314  0.0067  -0.0675
O  3.9804  3.064  15.3571  -0.0014  -0.005  -0.0031
O  0.8491  4.4832  14.4287  0.0085  0.0008  -0.012
O  10.0562  2.9972  18.9522  0.0018  -0.0081  0.0162
O  9.1503  7.7968  12.9244  0.003  0.0173  -0.0035
O  10.513  0.5359  20.0754  -0.0027  0.0037  -0.0051
O  6.0619  5.0519  11.9422  -0.0002  -0.0284  -0.0176
O  8.1536  2.7545  17.0158  0.002  0.0005  0.0006
O  3.5331  5.4779  16.7191  -0.0007  0.0002  -0.0029
O  4.6376  9.1519  10.3838  -0.0249  -0.0005  -0.0216
O  1.5261  6.6689  13.1685  0.0053  0.0082  0.0069
O  4.7653  5.5084  14.335  0.009  0.0101  -0.0133
O  2.0419  3.853  20.9255  -0.0222  0.0071  0.0356
O  10.5435  1.4035  16.9479  0.0003  0.0036  -0.0013
O  0.9442  6.0629  16.5515  -0.0013  -0.0006  -0.0041
O  7.3414  10.9501  21.931  -0.0022  -0.0235  0.0088
O  5.9322  0.9102  19.9137  0.0227  0.0008  0.0138
O  6.0674  10.0424  12.3898  -0.0072  -0.029  -0.0222
O  2.8465  0.549  15.5703  0.0034  0.0054  -0.0013
O  7.0477  8.0653  10.7245  0.0406  -0.0005  -0.0358
O  10.2441  8.0169  18.6879  0.0097  0.0035  -0.0045
O  3.453  9.2068  16.5596  -0.0005  -0.0001  -0.0006

Results
free energy: -137022.817 eV
free energy less fixed offsets of B -154.04, O -568.88, Si -635.61 eV per atom: 4.313 eV

The program warned: the cutoff lies below the one the program advises for these potential files; the exchange-correlation potential is rough where the density is thin.
